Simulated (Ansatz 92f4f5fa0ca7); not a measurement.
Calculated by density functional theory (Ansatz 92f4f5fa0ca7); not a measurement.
Periodic cell of 226 atoms, Si133O92B1, from a study of silicon, its oxide and their interface. The atomic structure is a simulated model.
Doubt: the cutoff is far below the 930 eV that the study's wrapper takes by default for these files, so forces and energies are approximate.

Settings: functional PBE; potential files Ansatz PAW; basis plane waves; wave-function cutoff 580 eV; density cutoff ratio 5; exchange-correlation grid ratio 1; k mesh 1 x 1 x 1, Gamma-centred; self-consistency stop 5e-08 eV per atom in the density residual; occupations fixed; spin none; net charge -1 e, with a uniform compensating background and no finite-size correction.

Cell vectors (angstrom)
a  10.938  0  0
b  0  10.938  0
c  0  0  31.9494

Atoms: element, x, y, z (angstrom)
Si  10.6258  0.0016  24.4381
Si  5.0775  0.1271  24.6866
Si  2.8189  2.2944  24.5504
Si  8.5642  2.4333  24.5852
Si  10.7041  5.584  24.3599
Si  5.1533  5.6136  24.4704
Si  2.9832  7.9516  24.4281
Si  8.4133  7.829  24.4367
Si  1.2911  1.1307  25.8572
Si  6.815  1.3273  25.7674
Si  3.9818  4.0112  25.7508
Si  9.6852  4.0184  25.8707
Si  1.336  6.7922  25.6905
Si  6.8005  6.7215  25.7688
Si  4.0008  9.466  25.9719
Si  9.482  9.4388  25.8183
Si  2.6353  -0.1329  27.3079
Si  8.1409  -0.0711  27.1733
Si  0.0776  2.653  27.2326
Si  5.4491  2.7239  27.1381
Si  2.6656  5.414  27.1341
Si  8.1898  5.3689  27.1536
Si  0.0085  8.1522  27.1557
Si  5.511  8.1419  27.2016
Si  4.0807  1.3256  28.5245
Si  9.5515  1.3153  28.5373
Si  1.3857  4.0625  28.5898
Si  6.8081  4.0643  28.552
Si  4.0846  6.779  28.5151
Si  9.5552  6.7791  28.5092
Si  1.2962  9.4837  28.6499
Si  6.8241  9.53  28.591
Si  -0.0352  -0.0215  29.9709
Si  5.4522  -0.0129  29.9224
Si  2.7651  2.7088  29.9362
Si  8.1875  2.7  29.9031
Si  -0.0182  5.4364  29.9159
Si  5.4582  5.4538  29.9233
Si  2.7421  8.1441  29.9364
Si  8.2219  8.1628  29.9183
Si  1.3717  1.3703  31.3115
Si  6.8246  1.3636  31.2908
Si  4.1184  4.0815  31.3041
Si  9.5475  4.0804  31.2838
Si  1.358  6.8078  31.2932
Si  6.829  6.8379  31.3024
Si  4.0904  9.562  31.294
Si  9.5504  9.5414  31.319
Si  2.7689  0.0223  0.7336
Si  8.2037  0.0109  0.7072
Si  -0.0115  2.7461  0.7271
Si  5.487  2.7474  0.7396
Si  2.7416  5.4631  0.7008
Si  8.2015  5.4641  0.7174
Si  0.0244  8.2088  0.7297
Si  5.4887  8.2507  0.7354
Si  4.1578  1.3686  2.1342
Si  9.5548  1.3839  2.0954
Si  1.3597  4.1392  2.0769
Si  6.8659  4.1036  2.1144
Si  4.0982  6.8617  2.0543
Si  9.5802  6.8416  2.0794
Si  1.3789  9.6208  2.0873
Si  6.8165  9.6788  2.1158
Si  0.0166  0.0473  3.4766
Si  5.6608  0.2146  3.6165
Si  2.7351  2.772  3.4138
Si  8.092  2.6108  3.5061
Si  0.0054  5.4927  3.4817
Si  5.475  5.5197  3.4271
Si  2.7695  8.2666  3.422
Si  8.2449  8.2981  3.3856
Si  1.3782  1.4637  4.8474
B  6.9077  1.4525  4.6763
Si  4.1165  4.1095  4.769
Si  9.5577  4.029  4.7599
Si  1.3676  6.9703  4.8355
Si  6.8465  6.9885  4.7176
Si  4.1569  9.632  4.7841
Si  9.5674  9.6397  4.8491
Si  2.7596  0.0489  6.1387
Si  8.1462  0.2762  5.9302
Si  0.0131  2.8076  6.2972
Si  5.6791  2.7002  5.9093
Si  2.7672  5.5723  6.1138
Si  8.2584  5.5894  5.9381
Si  0.0193  8.3221  6.3393
Si  5.5253  8.3069  6.215
Si  4.4706  1.1987  7.2627
Si  9.7498  1.1509  7.524
Si  1.1718  4.5138  7.4771
Si  6.6273  4.4999  7.1731
Si  4.3304  6.7056  7.4873
Si  9.7244  6.6162  7.466
Si  1.2482  9.9521  7.6598
Si  6.7422  10.0034  7.3451
O  9.5769  1.2347  23.995
O  4.0983  6.7996  23.9558
O  4.012  1.2413  24.0507
O  9.533  6.6977  23.9106
O  -0.0333  5.5527  8.0049
O  5.5549  0.099  7.9013
O  0.0171  0.0887  8.0849
O  5.5216  5.5788  7.8308
O  7.5677  3.9776  8.4191
O  8.7251  7.063  8.7353
O  2.1463  9.4508  9.013
O  8.8656  1.6816  8.8678
O  7.6892  9.5202  8.6286
O  3.6773  1.8956  8.5343
O  3.6005  7.2306  8.9137
O  2.0605  4.0354  8.8076
O  8.1337  3.4817  23.3691
O  0.4477  4.9268  22.968
O  1.9054  2.7376  23.2467
O  5.8283  4.9051  23.1307
O  5.5284  10.0056  23.5074
O  2.4393  8.6866  23.0333
O  0.1886  10.0699  23.0921
O  7.7815  8.5759  23.0869
Si  8.6578  7.7025  18.4418
Si  8.7906  6.3518  13.6117
Si  3.7962  1.5461  14.709
Si  2.1356  5.7463  17.6216
Si  2.4154  3.1451  19.4991
Si  9.814  9.0272  12.0548
Si  1.3291  9.4187  22.091
Si  9.1763  0.9631  13.1849
Si  1.4206  5.0476  13.0054
Si  1.7938  8.2471  12.786
Si  6.6527  9.5586  22.4379
Si  4.527  4.6082  15.6899
Si  8.1958  3.0167  9.5386
Si  0.842  8.2473  19.2656
Si  6.954  1.3508  21.0917
Si  8.2378  8.352  9.6154
Si  10.8948  5.1977  15.5912
Si  7.5701  9.4965  16.3043
Si  9.9342  2.0602  20.2972
Si  3.2011  8.5126  9.8731
Si  6.6925  3.3599  17.4062
Si  1.1674  0.208  19.8097
Si  3.2475  2.8165  12.2633
Si  7.2146  5.3999  19.6933
Si  5.7435  8.6901  11.5081
Si  5.7966  6.085  13.1851
Si  4.6372  9.7109  17.6137
Si  1.0217  3.5974  22.1881
Si  4.8997  1.4879  18.8009
Si  3.2143  3.1155  9.4847
Si  6.4521  10.8207  13.7764
Si  10.3538  0.1168  15.9575
Si  5.6728  3.6686  11.1426
Si  9.8326  3.8902  11.8746
Si  2.3477  9.9239  15.5203
Si  6.0767  8.1338  19.8027
Si  6.9314  3.9709  22.3885
Si  9.7558  2.7771  17.3609
O  7.2038  6.3807  13.9719
O  1.8801  7.057  18.6742
O  10.2965  4.0282  16.5131
O  6.1723  9.962  17.0484
O  10.1553  0.7096  14.4585
O  8.4454  6.1227  18.8687
O  5.1749  0.6899  14.4239
O  5.7172  2.0658  17.5228
O  8.3489  1.9455  20.5471
O  1.9984  4.301  18.4063
O  6.9651  2.806  10.6255
O  4.8844  2.7186  12.2147
O  6.0267  4.4002  16.3393
O  4.5589  3.9654  9.957
O  10.6912  2.7741  21.5552
O  9.7295  6.1523  14.95
O  6.0078  6.4971  19.8465
O  4.0863  0.1757  18.273
O  9.2562  10.5475  12.2717
O  2.8526  4.3573  12.679
O  1.9108  10.7  21.2157
O  3.9938  2.721  19.3919
O  0.7361  10.0443  15.9516
O  1.278  9.8043  18.8384
O  1.7139  1.6642  19.2813
O  8.9451  10.3824  16.4802
O  4.8763  8.5919  18.7879
O  9.5771  8.7656  10.4657
O  6.7406  4.0995  18.8542
O  2.8484  1.7253  13.3808
O  5.8296  8.7808  21.2669
O  2.5701  2.4366  10.8389
O  7.609  4.8508  21.1791
O  5.2341  7.4903  12.5305
O  0.4302  9.0654  12.4865
O  7.5875  1.0558  13.5783
O  7.1028  9.6302  14.7358
O  8.9752  5.0227  12.6795
O  8.0909  8.0368  16.9121
O  6.2138  2.5734  21.899
O  2.4569  9.0615  14.0903
O  0.4182  4.48  11.8502
O  0.8157  8.3162  20.9362
O  9.3807  3.8164  10.3239
O  9.657  2.3802  12.5177
O  7.6228  8.5705  19.3938
O  2.5429  8.1529  11.3391
O  3.9812  3.0641  15.3595
O  0.847  4.485  14.428
O  10.0561  2.9979  18.9531
O  9.1474  7.7938  12.9196
O  10.5141  0.5374  20.0796
O  6.0523  5.0489  11.9333
O  8.1531  2.7567  17.0172
O  3.5318  5.4798  16.7178
O  4.6378  9.1532  10.3809
O  1.5251  6.6697  13.1643
O  4.7638  5.5055  14.3317
O  2.0444  3.8557  20.9272
O  10.5423  1.4044  16.9477
O  0.9425  6.065  16.5512
O  7.3414  10.9521  21.9334
O  5.9333  0.9131  19.9149
O  6.0675  10.0407  12.3901
O  2.8471  0.5485  15.5757
O  7.0448  8.0687  10.7155
O  10.2436  8.0194  18.6917
O  3.4519  9.2061  16.5624

Results
free energy: -137022.791 eV
free energy less fixed offsets of B -154.04, O -568.88, Si -635.61 eV per atom: 4.339 eV

Forces (eV/angstrom), in the order of the atoms: element, x, y, z
Si  -0.019  -0.03  -0.0481
Si  0.0027  -0.0168  -0.04
Si  -0.0089  0.0046  -0.0329
Si  0.0037  0.0201  -0.0485
Si  0.0208  0.0072  -0.0624
Si  0.009  -0.018  -0.0338
Si  -0.0046  0.0056  -0.0716
Si  0.0027  0.0295  -0.0376
Si  -0.0033  0.0131  0.0086
Si  -0.0166  0.0028  0.0283
Si  0.0081  -0.0089  0.0201
Si  -0.0151  0.004  0.0165
Si  -0.0191  -0.0005  0.0339
Si  0.001  -0.0022  0.0086
Si  0.0011  0.0081  0.0131
Si  -0.0065  0.0005  0.0204
Si  0.0146  0.0028  -0.0049
Si  0.0439  0.0076  0.0051
Si  -0.0105  -0.0167  0.0051
Si  -0.0219  -0.0055  0.0123
Si  0.0152  0.0219  0.014
Si  0.0049  0.0005  0.0229
Si  0.011  0.0056  0.0101
Si  -0.004  -0.0074  0.0114
Si  0.0245  0.0127  -0.011
Si  -0.0179  -0.0199  -0.0052
Si  0.0329  -0.0083  0.0236
Si  0.0078  -0.0066  0.0102
Si  -0.0088  -0.0321  -0.0098
Si  0.0122  -0.0194  -0.0188
Si  -0.0362  -0.0415  0.0568
Si  0.003  -0.004  0.0267
Si  0.0163  -0.023  -0.0214
Si  0.0028  -0.0103  0.0103
Si  -0.0215  0.0348  -0.0021
Si  -0.0169  0.0117  0.0012
Si  -0.0142  0.0036  0.002
Si  -0.0043  -0.0075  -0.0057
Si  -0.0246  0.0395  -0.0162
Si  -0.0096  0.0146  0.0041
Si  -0.001  -0.0015  -0.0039
Si  0.0148  -0.0001  0.0097
Si  0.0031  -0.0061  -0.0006
Si  0.0009  -0.0031  -0.0144
Si  0.0062  -0.0083  0.0044
Si  0.0047  0.0098  -0.0089
Si  0.0015  -0.0122  -0.0094
Si  0.0026  0.0072  0.0005
Si  -0.0149  -0.0241  -0.0053
Si  -0.0064  0.0037  0.0083
Si  0.0012  0.0288  -0.0044
Si  -0.0022  0.0089  0.0017
Si  -0.0057  0.0062  -0.0046
Si  0.027  -0.0022  -0.0029
Si  -0.0091  0.0027  -0.0163
Si  -0.0283  0.0038  -0.0047
Si  0.035  0.0332  0.0439
Si  -0.0318  -0.0529  -0.0016
Si  0.0253  -0.0152  0.0072
Si  -0.0252  -0.0267  0.0097
Si  0.0013  -0.0205  0.0095
Si  -0.0091  0.0061  0.0104
Si  0.0248  -0.004  0.0117
Si  0.0883  -0.0035  0.0267
Si  0.005  0.0115  0.0219
Si  -0.3191  -0.2761  -0.2355
Si  -0.0329  0.0021  -0.033
Si  0.1236  0.1486  -0.0641
Si  0.0301  0.03  0.01
Si  -0.0029  0.0118  -0.0112
Si  -0.028  -0.0039  -0.0323
Si  -0.0009  0.0783  -0.0146
Si  0.0005  -0.0111  -0.0551
B  0.0748  0.3066  0.6379
Si  0.0125  -0.0289  0.0113
Si  -0.0634  -0.0317  0.0082
Si  -0.0171  0.0169  -0.0534
Si  -0.0013  -0.0179  0.0044
Si  0.0534  0.086  0.0423
Si  -0.0294  -0.0271  -0.0251
Si  0.0567  -0.0317  -0.0409
Si  -0.028  -0.0257  -0.1259
Si  -0.0304  0.0105  -0.0923
Si  0.0962  -0.0987  -0.1557
Si  -0.0174  0.0111  -0.0344
Si  -0.0192  -0.0341  -0.0624
Si  0.0221  0.0173  0.0078
Si  -0.0393  0.0238  -0.0955
Si  -0.0348  0.0553  0.132
Si  0.0027  -0.0112  0.1963
Si  0.0515  -0.0182  0.195
Si  0.001  -0.01  0.0964
Si  0.1125  -0.1319  0.2665
Si  -0.0166  0.0305  0.1129
Si  0.0112  -0.0286  0.0749
Si  0.0503  0.0476  0.056
O  0.0201  0.0043  -0.015
O  0.0028  0.0156  -0.0116
O  0.0004  0.0012  -0.0194
O  -0.0006  -0.0029  -0.0143
O  0.0475  0.0227  -0.0648
O  -0.0328  0.0355  0.0264
O  -0.114  0.0158  -0.0945
O  -0.0876  -0.0972  -0.2154
O  0.0021  -0.0128  0.0072
O  0.0409  -0.0283  -0.0244
O  -0.0323  0.0241  -0.0092
O  0.0311  -0.0357  -0.0324
O  -0.0448  0.0459  -0.0447
O  0.0331  0.1057  -0.0142
O  0.0168  -0.0031  -0.0631
O  0.0076  -0.0164  0
O  0.0219  -0.0219  0.0065
O  -0.0298  0.0359  0.0185
O  0.0288  -0.0213  0.0167
O  -0.036  0.0358  0.0116
O  -0.0232  0.0185  0.0056
O  0.0334  -0.03  0.0264
O  -0.0287  0.0335  0.0257
O  0.0305  -0.0391  0.0069
Si  -0.0025  0  0.0295
Si  -0.0042  0.0041  -0.0462
Si  0.0029  -0.0029  -0.0287
Si  0.0087  0.0019  0.0174
Si  0.0096  -0.0025  0.0362
Si  0.0027  0.0046  -0.0504
Si  -0.0008  0.0011  0.0078
Si  -0.0003  -0.0005  -0.0544
Si  -0.0003  0.0023  -0.0575
Si  -0.0088  -0.0023  -0.0478
Si  -0.0105  0.012  0.0312
Si  -0.0015  -0.0073  -0.0146
Si  -0.0075  0.0514  -0.0369
Si  -0.0002  -0.0092  0.0305
Si  -0.0041  -0.0007  0.0539
Si  -0.0065  -0.0301  -0.0077
Si  -0.0032  -0.0009  -0.0126
Si  -0.0003  0.0087  -0.004
Si  -0.0025  -0.0016  0.0416
Si  0.0152  0.0138  0.0003
Si  -0.0034  -0.0008  0.0124
Si  -0.0029  0.0006  0.0448
Si  -0.0027  0.0088  -0.071
Si  -0.0022  0.0057  0.0379
Si  0.003  -0.0114  -0.0692
Si  0.0011  0.0026  -0.0534
Si  0.0003  0.0038  0.0137
Si  -0.0015  -0.0172  0.0125
Si  -0.0018  -0.0001  0.0322
Si  -0.0106  -0.1431  -0.163
Si  0.0028  0.0012  -0.0381
Si  -0.0013  -0.0061  -0.003
Si  0.0075  0.0096  -0.0504
Si  0.0135  0.0027  -0.0432
Si  0.0001  0.0022  -0.0067
Si  0.0015  -0.0057  0.039
Si  0.0109  -0.0153  0.0266
Si  -0.0005  -0.0019  0.0091
O  0.0009  0.0005  0.0194
O  -0.0055  0.0101  -0.0177
O  -0.001  -0.0037  -0.0002
O  -0.0089  0.0022  -0.0017
O  -0.0006  0.002  0.013
O  -0.0031  -0.0044  -0.0212
O  -0.0014  0.0018  0.0137
O  -0.004  -0.0029  -0.007
O  -0.0076  -0.0034  -0.0308
O  -0.0042  -0.0149  -0.0103
O  0.0148  -0.0081  0.0189
O  0.0018  0.0054  0.0255
O  0.0037  -0.0031  0.0027
O  -0.0141  0.0009  0.0184
O  0.0137  0.0126  -0.0174
O  0.0021  -0.0014  0.0104
O  0.0003  0.0005  -0.0287
O  -0.0004  0.0048  -0.0165
O  -0.0016  -0.0096  0.0333
O  0.002  -0.0086  0.0353
O  0.0002  -0.0131  -0.0145
O  -0.0049  0.0027  -0.0269
O  -0.0017  0.0006  0.002
O  -0.0006  0.0017  -0.0149
O  -0.0026  -0.0014  -0.0263
O  0.0014  0.0014  -0.0032
O  0.0056  -0.0061  -0.012
O  -0.0139  -0.0055  0.0109
O  0.0021  0.008  -0.0119
O  0.0038  0.0009  0.0248
O  0.0089  0.0142  -0.0064
O  0.0406  0.0421  -0.0319
O  -0.0059  -0.0153  -0.0073
O  0.0007  0.0035  0.0281
O  -0.0013  -0.0027  0.0309
O  -0.0018  0.0031  0.0212
O  0.0015  -0.0019  0.0108
O  0.0028  -0.005  0.0253
O  0.0067  -0.0089  0.0024
O  0.0018  0.0142  -0.0289
O  0.0026  -0.0013  0.0144
O  -0.0093  0.0017  0.036
O  0.0058  0.0127  -0.005
O  -0.0197  -0.0173  0.0056
O  -0.0043  0.008  0.0286
O  -0.0091  -0.0002  -0.0237
O  0.0151  0.0083  -0.0041
O  -0.0002  0.0009  0.0046
O  0.0005  0.0007  0.0154
O  0.0015  -0.0064  -0.0066
O  -0.0002  0.0032  0.0265
O  -0.0019  0.0036  -0.0292
O  -0.0004  -0.0116  0.0346
O  0.0006  -0.0003  -0.0074
O  -0.005  0.0032  -0.0027
O  -0.016  -0.0001  0.0274
O  0.0029  0.0017  0.0294
O  0.0001  0  0.0198
O  -0.0143  0.0034  -0.0061
O  -0.001  0.0073  -0.0047
O  0.0024  -0.0005  -0.0011
O  -0.0007  -0.015  -0.0292
O  0.0162  0.001  -0.016
O  -0.0019  -0.0058  0.0251
O  -0.0003  0.0003  0.0022
O  0.0243  0.0144  0.0253
O  0.0072  0.0022  -0.0208
O  0.0051  -0.0015  0.0024

The program warned: the cutoff lies below the one the program advises for these potential files; the exchange-correlation potential is rough where the density is thin.
